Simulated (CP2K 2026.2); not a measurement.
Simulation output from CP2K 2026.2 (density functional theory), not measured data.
Periodic cell of 510 atoms, Si360O150, from a study of silicon, its oxide and their interface. The atomic structure is a simulated model.
Doubt: the forces sum to 1.63 eV/angstrom along one axis rather than to zero, so they err by at least 0.0032 eV/angstrom per atom on average; the grid cutoff is modest.

Settings
functional: PBE
method: Gaussian and plane waves
basis set: DZVP-MOLOPT-SR-GTH
pseudopotentials: GTH-PBE
grid cutoff: 300 Ry, relative cutoff 40 Ry
k points: Gamma only
occupations: fixed
spin: none
net charge: 0

Cell vectors (angstrom)
a	16.32	0	0
b	0	16.32	0
c	0.2074	0.2362	34.4129

Atoms and the computed forces on them: element, x, y, z (angstrom), force x, y, z (eV/angstrom)
Si	-1.678	-0.716	1.561	-0.351	-0.086	0.528
Si	0.755	1.762	1.677	-0.024	0.022	0.013
Si	-0.92	3.598	1.59	-0.009	-0.003	0.024
Si	1.842	6.264	1.347	-0.026	-0.049	-0.025
Si	-1.134	-6.884	1.23	-0.091	-0.018	0.716
Si	1.73	-4.204	1.3	-0.144	0.15	0.599
Si	4.858	-1.483	1.467	0.11	-0.267	0.455
Si	-7.34	-0.642	-3.232	0.056	-0.04	-0.051
Si	3.501	4.391	1.377	-0.114	0.031	-0.031
Si	-9.01	6.62	1.013	0.305	0.582	0.39
Si	3.871	9.799	1.471	0.098	-0.132	0.697
Si	-9.917	-3.424	1.687	-0.05	0.064	-0.05
Si	-6.304	-1.908	1.506	-0.055	-0.018	0.023
Si	-3.432	0.9	1.384	-0.011	-0.033	-0.028
Si	-7.622	3.715	1.191	-0.075	-0.269	0.489
Si	-4.675	7.32	1.445	-0.069	0.011	-0.05
Si	-6.35	-7.206	1.569	-0.027	-0.013	-0.051
Si	-4.581	-3.64	1.513	-0.014	-0.037	-0.045
Si	-0.126	0.125	3.087	-0.046	0.008	0.066
Si	2.594	2.732	2.757	-0.041	-0.04	-0.059
Si	0.114	5.378	2.724	0.015	-0.01	-0.065
Si	2.722	8.091	2.694	0.003	0.125	-0.04
Si	0.085	-5.385	2.592	0.016	0.02	-0.025
Si	2.915	-2.564	2.573	0.027	0.061	0.016
Si	5.706	0.161	2.93	-0.309	-0.311	0.252
Si	-8.505	2.423	2.883	0.303	0.306	0.229
Si	5.155	5.42	2.682	-0.124	-0.371	0.34
Si	-8.091	8.059	2.671	-0.078	-0.051	-0.065
Si	5.431	-5.307	2.753	0.029	-0.049	-0.04
Si	-8.073	-2.666	2.888	-0.032	0	-0.041
Si	-5.312	-0.045	2.571	0.006	0.086	-0.071
Si	-2.639	2.606	2.825	0.068	0.003	-0.015
Si	-5.457	5.354	2.568	0.202	0.398	0.335
Si	-2.725	8.201	2.577	0.032	-0.023	0
Si	-5.419	-5.427	2.803	0.015	-0.04	0.046
Si	-2.709	-2.638	2.57	0.055	0.074	-0.088
Si	-1.446	1.411	4.438	-0.069	-0.009	-0.033
Si	1.352	4.079	4.225	0.029	0.018	0.029
Si	-1.37	6.787	3.939	-0.03	0.001	0.019
Si	1.329	9.496	4.009	0.025	-0.013	0.004
Si	-1.341	-4.049	3.926	-0.037	-0.014	0.006
Si	1.428	-1.352	4.021	0.023	-0.034	-0.002
Si	4.039	1.371	4.074	0.017	0.004	-0.008
Si	6.633	4.081	4.065	0.007	0.063	-0.055
Si	4.04	6.835	4.168	0.022	-0.024	-0.037
Si	6.814	-6.821	3.965	-0.009	0.027	0.007
Si	4.052	-3.999	4.121	0.014	-0.016	-0.021
Si	-9.374	-1.294	4.281	-0.057	-0.035	-0.014
Si	-6.752	1.301	4.001	-0.002	-0.006	-0.07
Si	-4.046	4.089	3.985	-0.057	-0.003	0.009
Si	-6.84	6.643	4.054	0.075	-0.02	-0.059
Si	-3.975	-6.766	4.076	-0.022	-0.021	-0.027
Si	-6.845	-4.173	4.18	0.022	0.009	0.003
Si	-4.043	-1.36	4.08	0.017	0.047	-0.036
Si	-2.801	-0.05	5.588	0.004	0.048	0.046
Si	0.004	2.772	5.619	0.003	-0.014	-0.001
Si	-2.696	5.441	5.368	0.018	0.005	0.027
Si	-0.044	8.155	5.37	0.003	0.031	-0.011
Si	-2.65	-5.391	5.407	0.014	0.039	0.015
Si	0.024	-2.728	5.349	-0.021	0.037	0.012
Si	2.722	-0.006	5.446	-0.002	0.007	0.019
Si	5.34	2.749	5.481	-0.017	0.007	0.044
Si	2.707	5.46	5.53	0.003	-0.014	-0.027
Si	5.464	-8.127	5.417	0.039	0.009	0.006
Si	2.689	-5.442	5.4	-0.019	0.008	-0.01
Si	5.469	-2.7	5.483	-0.014	-0.027	-0.018
Si	-8.025	0.053	5.563	0.001	0.042	0.032
Si	-5.44	2.734	5.353	-0.012	-0.009	0.027
Si	-8.241	5.384	5.428	0.003	-0.052	0.036
Si	-5.419	8.106	5.339	0.017	-0.025	-0.069
Si	-8.203	-5.531	5.469	-0.029	-0.044	0.027
Si	-5.431	-2.737	5.429	0.019	-0.03	-0.049
Si	-1.331	-1.406	6.802	0	-0.011	-0.02
Si	1.382	1.345	6.854	0.013	-0.015	0.002
Si	-1.391	4.145	6.859	-0.016	0.012	0.02
Si	1.313	6.838	6.802	-0.021	0.005	0.002
Si	-1.346	9.53	6.771	-0.008	-0.022	0.007
Si	1.335	-4.091	6.769	-0.007	-0.001	-0.016
Si	4.097	-1.34	6.819	-0.004	0.005	-0.007
Si	6.803	1.406	6.801	0.016	0.02	-0.017
Si	4.048	4.097	6.882	0.004	-0.001	0.008
Si	6.791	6.806	6.79	-0.021	-0.007	-0.015
Si	4.081	-6.775	6.767	0.004	-0.003	0.002
Si	6.792	12.208	6.815	0.008	-0.034	0.016
Si	-6.74	-1.387	6.862	0.019	0.008	0.018
Si	-4.153	1.382	6.835	-0.015	-0.016	-0.017
Si	-6.828	4.047	6.758	0.005	-0.009	-0.014
Si	-4.069	6.789	6.745	0.027	-0.021	-0.017
Si	-6.777	-6.873	6.759	-0.007	0.034	-0.008
Si	-4.05	-4.078	6.777	0.014	0.001	0.012
Si	0.001	-0.023	8.171	0.002	0.004	0.015
Si	2.713	2.715	8.219	-0.005	0.007	0.028
Si	-0.021	5.49	8.197	-0.011	-0.003	0.017
Si	2.715	-8.137	8.136	0.001	0.014	-0.003
Si	0.003	-5.446	8.157	0.005	0.001	0.005
Si	2.71	-2.723	8.136	0.004	-0.002	-0.004
Si	5.462	0.019	8.167	-0.014	-0.016	-0.011
Si	8.155	2.732	8.181	0.002	0.027	-0.001
Si	5.441	5.461	8.181	0.003	0.01	0.018
Si	8.173	8.136	8.152	0.024	-0.025	0.001
Si	5.423	10.876	8.172	-0.013	0.004	0.005
Si	8.17	-2.747	8.162	0.004	-0.018	0.01
Si	-5.442	0.003	8.224	-0.006	0.023	0.031
Si	-2.751	2.735	8.167	0.014	0.003	0.001
Si	-5.447	5.427	8.105	-0.01	-0.011	-0.006
Si	-2.726	8.165	8.122	-0.002	0.017	0.006
Si	-5.429	-5.465	8.107	0.002	-0.01	-0.002
Si	-2.7	-2.743	8.167	0.004	0.001	0.009
Si	-1.368	1.36	14.96	-0.002	0.012	-0.001
Si	1.341	4.085	14.951	0.002	-0.004	-0.005
Si	-1.367	6.8	14.954	-0.009	0.001	-0.006
Si	1.357	-6.793	14.969	-0.006	0.022	-0.004
Si	-1.369	-4.07	14.962	0.019	-0.01	-0.01
Si	1.358	-1.341	14.966	0.009	0.004	0.004
Si	4.085	1.355	14.954	0.006	-0.013	0
Si	6.804	4.076	14.954	-0.012	0.004	-0.003
Si	4.083	-9.498	14.96	0.003	-0.009	0.001
Si	6.811	9.516	14.977	0.005	-0.007	0.004
Si	4.088	-4.087	14.926	0	0.003	-0.01
Si	6.807	-1.366	14.953	-0.002	0.001	-0.005
Si	-6.795	1.351	14.937	-0.004	0.004	-0.004
Si	-4.091	4.08	14.956	-0.005	0.005	-0.001
Si	-6.816	6.792	14.975	-0.015	0.002	-0.002
Si	-4.086	9.518	14.956	0.023	-0.016	-0.009
Si	-6.793	-4.086	14.97	-0.007	-0.009	0.005
Si	-4.079	-1.382	14.976	0.001	0.006	0.003
Si	-2.721	-0.007	16.325	-0.006	-0.004	0.002
Si	-0.011	2.723	16.322	0.001	-0.008	0
Si	-2.737	5.446	16.308	-0.002	0	-0.014
Si	-0.008	8.157	16.317	0.01	-0.018	0.007
Si	-2.754	-5.414	16.314	-0.023	0.011	-0.012
Si	-0.006	-2.707	16.314	-0.026	0.006	-0.012
Si	2.72	0.02	16.329	-0.01	0.002	0.006
Si	5.477	2.687	16.307	0.026	-0.013	0.009
Si	2.682	5.481	16.291	-0.01	0.012	0.006
Si	5.454	-8.166	16.347	0	0.02	-0.002
Si	2.742	-5.427	16.303	0.007	0.006	-0.004
Si	5.443	-2.745	16.29	0.016	-0.009	-0.006
Si	-8.161	0.014	16.303	0.006	0.003	-0.005
Si	-5.444	2.702	16.303	-0.018	0	-0.025
Si	-8.173	5.421	16.342	0.034	0.004	0.016
Si	-5.434	8.145	16.315	-0.004	0.003	-0.005
Si	-8.144	-5.443	16.338	-0.007	-0.003	-0.001
Si	-5.421	-2.756	16.357	0.011	-0.017	0.003
Si	-1.398	-1.395	17.694	0.004	0	-0.012
Si	1.32	1.346	17.698	0.016	0.002	-0.004
Si	-1.349	4.129	17.661	0.007	0.013	-0.018
Si	1.353	6.834	17.721	-0.011	0.029	0.003
Si	-1.414	-6.802	17.619	-0.005	-0.012	-0.011
Si	1.408	-4.031	17.64	0.005	-0.01	0
Si	4.12	-1.353	17.634	0.029	0.014	-0.033
Si	-9.48	1.353	17.734	0.009	0.007	0.002
Si	4.068	4.08	17.542	-0.013	-0.019	-0.021
Si	-9.478	6.818	17.723	-0.035	0.001	0.013
Si	4.069	-6.8	17.683	0.007	-0.001	-0.01
Si	-9.559	-4.116	17.677	0.007	-0.034	0.019
Si	-6.799	-1.348	17.631	0.003	-0.023	-0.017
Si	-4.062	1.386	17.669	-0.017	-0.019	0.035
Si	-6.843	3.996	17.677	-0.037	-0.008	-0.036
Si	-4.147	6.729	17.686	-0.005	0.01	0.014
Si	-6.711	9.565	17.68	0.013	0.019	-0.042
Si	-4.066	-4.102	17.787	-0.01	-0.008	-0.015
Si	-0.043	-0.064	19.051	0.029	0.016	0.02
Si	2.716	2.791	18.933	0.004	0.044	-0.029
Si	-0.049	5.502	19.071	-0.006	-0.034	-0.039
Si	2.704	8.221	19.092	0.016	0.009	-0.056
Si	-0.006	-5.417	18.878	-0.027	0.022	0.044
Si	2.774	-2.653	19.018	-0.026	-0.019	0.041
Si	5.474	-0.046	19.037	-0.048	-0.036	-0.016
Si	-8.117	2.673	19.168	0.008	0.019	0.029
Si	5.386	5.391	18.934	-0.02	0.022	0.041
Si	-8.018	8.209	19.022	0.001	-0.042	0.041
Si	5.424	-5.497	19.081	0.018	0.025	0.008
Si	-8.184	-2.71	18.944	-0.024	0.026	-0.025
Si	-5.438	0.007	18.987	-0.013	0.031	0.003
Si	-2.686	2.774	19.01	-0.019	0.011	0.034
Si	-5.501	5.299	19.048	0.024	0.017	0.028
Si	-2.822	-8.148	18.966	-0.009	0.043	0.026
Si	-5.409	-5.464	19.198	-0.011	-0.041	0.043
Si	-2.728	-2.71	19.152	-0.006	0.028	0.021
Si	-1.375	1.367	20.353	0.019	-0.011	0.013
Si	1.387	4.147	20.342	-0.032	-0.065	0.052
Si	-1.48	6.887	20.366	0.032	-0.005	0.029
Si	1.245	-6.721	20.367	-0.023	-0.05	0.047
Si	-1.268	-4.117	20.362	-0.003	0.022	0.012
Si	1.366	-1.373	20.438	-0.013	0.024	0.011
Si	4.027	1.358	20.228	0.003	0	0.02
Si	-9.596	4.091	20.368	-0.023	-0.058	-0.004
Si	4.1	6.783	20.335	-0.011	0.002	0.023
Si	-9.398	9.514	20.397	0.005	0.074	0.026
Si	4.047	-4.079	20.403	0.017	-0.034	0.035
Si	6.861	-1.393	20.419	0.012	0.032	0.037
Si	-6.693	1.276	20.532	-0.037	-0.005	0.028
Si	-4.093	4.004	20.459	-0.037	-0.015	-0.009
Si	-6.752	6.744	20.413	-0.026	0.02	0.034
Si	-4.073	-6.924	20.578	-0.026	0.029	0.018
Si	-6.811	-3.953	20.365	0.03	0.029	0.052
Si	-4.13	-1.29	20.45	0.014	-0.003	0.075
Si	-3.093	0.449	21.677	-0.24	0.163	-0.547
Si	0.232	2.539	21.598	-0.096	0.094	-0.665
Si	-3.138	5.799	21.652	-0.275	0.231	-0.45
Si	-0.577	8.689	21.601	-0.142	0.233	-0.676
Si	-2.218	-5.854	21.614	-0.005	-0.002	0.01
Si	0.472	-3.176	21.681	-0.042	0.008	0.087
Si	2.461	0.334	21.64	0.02	-0.146	-0.689
Si	5.427	2.567	21.617	-0.012	0.233	-0.705
Si	3.781	4.446	23.349	-0.357	0.26	-0.489
Si	6.015	7.584	21.427	0.065	-0.049	-0.099
Si	2.131	-4.884	21.544	-0.078	0.13	-0.603
Si	5.657	-2.963	21.715	-0.115	0.168	-0.706
Si	-7.699	-0.502	21.754	0.194	-0.088	-0.536
Si	-4.833	2.139	21.79	-0.008	-0.046	0.005
Si	-8.643	5.874	21.554	-0.062	0.173	-0.581
Si	-4.99	-8.812	21.835	0.041	-0.039	0.006
Si	-8.334	-5.078	21.716	0.047	-0.239	-0.641
Si	-5.93	-2.202	21.695	-0.156	0.241	-0.618
Si	-0.013	-3.06	24.028	0.24	-0.16	-0.666
Si	2.692	-2.699	25.85	0.298	-0.607	-0.147
Si	-1.453	4.178	23.794	0.05	0.153	-0.201
Si	-10.692	-7.704	23.399	0.034	-0.496	-0.539
Si	1.024	7.511	23.825	-0.098	-0.356	0.293
Si	3.041	-6.398	23.945	-0.125	0.107	-0.193
Si	4.342	-1.021	23.828	0.099	0.009	-0.11
Si	-6.766	-2.537	26.6	0.05	0.003	0.007
Si	2.62	5.603	21.728	0.367	-0.345	-0.216
Si	2.489	5.074	25.85	-0.551	0.073	0.109
Si	3.73	5.742	-2.4	-0.105	-0.028	0.046
Si	-7.971	-6.411	24.26	0.157	-0.027	-0.031
Si	-4.569	-3	24.475	-0.021	0.066	-0.135
Si	-2.239	-0.853	24.472	-0.064	-0.019	-0.101
Si	-5.592	2.451	24.013	0.278	-0.166	-0.617
Si	-9.074	-4.479	26.388	-0.034	-0.059	-0.034
Si	-5.802	7.554	24.098	0.095	-0.056	-0.731
Si	-2.35	-5.162	23.839	0.159	0.005	-0.667
Si	2.039	-2.581	-5.424	0.223	-0.061	-0.056
Si	-8.559	7.619	-4.779	0.055	0.031	0.026
Si	-0.152	-1.522	-3.663	0.095	-0.022	0.171
Si	1.618	-2.361	-1.1	-0.037	-0.029	-0.098
Si	-9.242	-4.086	-0.382	-0.148	0.118	0.622
Si	4.538	-6.14	-3.416	0.131	0.008	0.015
Si	0.827	6.638	-3.269	-0.027	0.042	0.058
Si	-5.636	7.349	-5.31	0.043	-0.098	-0.02
Si	-2.917	0.592	27.002	-0.045	0.039	0.008
Si	-1.021	7.136	27.087	0.364	-0.296	-0.036
Si	-2.049	-6.03	-4.127	-0.081	-0.019	-0.077
Si	-9.478	0.822	23.739	0.013	-0.052	-0.004
Si	4.353	3.404	-0.634	-0.101	0.109	0.558
Si	-7.903	7.377	-1.779	-0.021	-0.006	0.203
Si	-8.878	3.016	-4.06	-0.073	-0.106	-0.123
Si	-4.893	-4.258	-0.731	0.3	0.289	0.73
Si	-10.451	5.487	-4.627	-0.057	-0.041	-0.171
Si	-3.178	-7.644	25.557	-0.077	0.081	-0.112
Si	-7.83	2.057	27.816	-0.363	0.35	-0.403
Si	2.717	-5.591	-5.637	-0.13	0.076	-0.025
Si	-3.329	3.342	25.902	0.023	-0.009	0.052
Si	4.898	0.462	-1.1	0.037	-0.033	0.029
Si	-3.245	1.671	-0.891	0.087	-0.303	0.637
Si	4.154	-4.546	26.104	-0.366	0.637	-0.223
Si	-5.239	6.117	-2.459	0.305	0.254	0.302
Si	-4.744	0.874	-3.292	-0.039	0.054	0.038
Si	-9.129	2.471	-1.137	-0.13	-0.027	0.029
Si	-9.747	0.46	-4.768	0.024	0.071	-0.08
Si	0.29	-7.365	-5.451	-0.007	-0.139	0.058
Si	-0.878	4.153	-3.093	0.033	0.062	0.014
Si	4.39	-1.165	-3.79	-0.082	0.033	0.082
Si	-6.848	-3.466	-4.676	-0.081	0.005	-0.094
Si	-3.421	5.652	27.903	0.093	0.055	0.08
Si	4.849	6.428	25.195	-0.003	-0.036	-0.139
Si	-3.851	6.94	-0.712	-0.513	-0.17	0.088
Si	-3.943	3.817	-3.917	0.035	0.001	0.034
Si	-6.813	-2.143	-0.78	0.254	0.049	0.687
Si	-1.982	4.372	-0.367	0.221	-0.124	0.509
Si	4.958	4.535	27.265	-0.023	-0.063	-0.099
Si	-4.174	-6.616	-6.074	0.02	0.059	0.106
Si	-9.069	-5.629	-5.001	-0.006	0	-0.009
Si	-7.217	-6.353	-0.433	0.036	-0.377	0.689
Si	-2.924	-1.21	-4.786	0.064	0.055	-0.106
Si	-7.447	4.894	24.264	0.032	0.073	0.037
Si	0.408	6.046	25.608	0.165	0.39	-0.003
Si	3.859	-7.975	-1.085	-0.059	0.019	0.048
Si	1.023	7.635	-0.424	0.294	-0.442	0.362
Si	-9.033	3.015	26.077	0.282	-0.154	0.283
Si	-5.896	0.402	26.222	0.03	0.011	-0.118
Si	4.44	-3.498	-2.112	0.03	0.035	0.015
Si	-2.753	-6.376	-1.273	-0.139	-0.027	0.1
Si	0.617	0.245	-0.072	0.01	0.218	0.494
Si	-0.496	1.317	-2.577	-0.191	0.045	0.089
Si	-4.021	-3.977	-4.958	0.082	-0.046	0.025
Si	-1.37	1.36	9.506	0.002	-0.006	0.002
Si	1.337	4.096	9.536	-0.007	-0.01	-0.001
Si	-1.384	6.836	9.537	0.025	0.008	0.01
Si	1.37	-6.79	9.52	0.008	0.005	0.007
Si	-1.358	-4.1	9.529	-0.021	-0.013	0.005
Si	1.363	-1.374	9.526	-0.009	0.005	-0.003
Si	4.097	1.36	9.546	0.012	0.025	0.003
Si	6.804	4.1	9.536	0.026	0.004	0.005
Si	4.064	6.818	9.516	-0.007	-0.015	-0.01
Si	6.804	9.508	9.505	-0.006	0.008	-0.006
Si	4.066	-4.075	9.517	0.002	-0.013	0.002
Si	6.808	-1.371	9.516	-0.001	0.015	0.005
Si	-6.824	1.357	9.549	-0.037	-0.031	0.006
Si	-4.107	4.089	9.518	-0.006	-0.007	-0.003
Si	-6.79	6.779	9.504	-0.011	0.008	0.01
Si	-4.083	-6.806	9.497	-0.001	-0.007	0.008
Si	-6.782	-4.112	9.499	0.004	0.004	-0.006
Si	-4.049	-1.365	9.532	0.023	0.02	-0.003
Si	-2.708	0.003	10.888	0.001	-0.006	0.003
Si	-0.016	2.721	10.879	0.002	0.012	-0.005
Si	-2.742	5.451	10.877	-0.006	0.007	-0.003
Si	0.001	-8.143	10.885	-0.013	0.012	0.004
Si	-2.728	-5.453	10.877	0.014	-0.004	0.002
Si	-0.002	-2.729	10.884	0.01	-0.008	0.003
Si	2.722	-0.005	10.884	0.014	-0.011	-0.003
Si	5.448	2.73	10.894	0.003	-0.007	0.005
Si	2.712	5.452	10.884	0.001	0.004	-0.007
Si	5.439	8.161	10.875	-0.009	-0.012	0
Si	2.719	-5.43	10.888	-0.004	0.008	0.005
Si	5.439	-2.725	10.875	-0.011	0.004	-0.003
Si	-8.171	-0.012	10.896	0.006	0.014	0.013
Si	-5.449	2.721	10.888	-0.004	0.003	0.004
Si	-8.152	5.448	10.888	0.002	-0.014	0.007
Si	-5.441	8.154	10.864	0.001	-0.001	-0.007
Si	-8.154	-5.453	10.867	-0.002	-0.001	-0.001
Si	-5.43	-2.739	10.863	-0.005	0	-0.009
Si	-1.351	-1.357	12.244	-0.003	0.01	-0.003
Si	1.361	1.368	12.237	-0.009	0.003	-0.006
Si	-1.384	4.079	12.23	0.001	-0.012	-0.002
Si	1.354	-9.512	12.248	0.004	-0.005	-0.004
Si	-1.36	-6.792	12.243	0.013	-0.009	0.006
Si	1.352	-4.08	12.25	-0.005	-0.001	0.009
Si	4.077	-1.369	12.237	0.004	0.005	0.002
Si	6.796	1.357	12.252	-0.007	-0.005	0.005
Si	4.076	4.091	12.241	0.003	0.004	-0.011
Si	6.793	6.8	12.242	0.007	0.01	-0.001
Si	4.087	9.526	12.235	0.006	0.01	-0.005
Si	6.813	-4.085	12.23	0.005	-0.005	-0.006
Si	-6.791	-1.377	12.228	-0.006	-0.002	-0.006
Si	-4.084	1.352	12.241	0.009	-0.006	0.002
Si	-6.798	4.086	12.244	-0.016	0.001	0.004
Si	-4.088	6.809	12.245	-0.003	0.001	0.011
Si	-6.806	9.504	12.234	-0.001	0	-0.002
Si	-4.082	-4.091	12.241	0.005	0.003	0.002
Si	0.004	0.012	13.6	0.018	-0.001	-0.002
Si	2.723	2.73	13.602	0.014	0.011	-0.003
Si	-0.02	5.436	13.588	-0.011	-0.01	-0.005
Si	2.721	-8.143	13.599	0.009	-0.002	0.004
Si	-0.008	-5.436	13.612	-0.014	0.001	-0.003
Si	2.711	-2.715	13.602	0	-0.01	-0.001
Si	5.434	-0.014	13.598	-0.012	0.003	0.002
Si	8.167	2.723	13.594	0.015	-0.002	0.006
Si	5.433	5.442	13.606	-0.001	-0.01	-0.005
Si	8.153	8.151	13.606	-0.027	-0.009	-0.004
Si	5.461	10.872	13.593	0.005	0.01	0.001
Si	8.174	-2.725	13.598	0.012	0.012	-0.004
Si	-5.436	-0.026	13.597	-0.017	-0.01	0.002
Si	-2.733	2.717	13.6	-0.011	-0.001	-0.002
Si	-5.447	5.449	13.607	0.01	0	0.002
Si	-2.717	8.168	13.598	0.025	0.022	-0.009
Si	-5.451	-5.453	13.596	-0.021	-0.013	0.002
Si	-2.72	-2.719	13.593	0.008	0.005	0.006
O	3.347	4.388	27.062	-0.32	-0.593	0.371
O	-10.538	6.419	1.505	-0.247	0.471	-0.01
O	-6.078	4.173	1.54	0.48	-0.096	-0.41
O	-2.519	0.056	23.168	0.36	0.24	0.075
O	-2.285	3.138	24.691	-0.051	-0.349	-0.305
O	-2.461	5.195	23.034	-0.313	0.311	0.263
O	2.058	-7.626	24.218	-0.046	-0.054	0.044
O	-0.273	-8.074	23.157	-0.44	-0.137	0.43
O	3.266	-0.223	22.932	-0.133	0.231	0.325
O	4.935	-2.303	23.027	0.099	-0.009	0.455
O	4.461	3.09	22.827	0.082	-0.442	0.345
O	1.634	6.619	22.585	-0.059	-0.126	-0.177
O	2.306	-5.201	23.155	0.065	0.35	0.097
O	4.299	-6.844	23.029	0.185	0.446	-0.307
O	-9.551	-4.073	22.21	-0.109	-0.113	0.17
O	4.989	5.372	23.963	0.537	0.009	-0.182
O	-8.417	5.517	23.139	-0.045	-0.055	0.138
O	-6.792	3.515	23.703	-0.161	-0.086	-0.32
O	-7.422	-5.486	23.036	0.721	0.425	0.06
O	-5.497	-2.682	23.196	-0.064	0.068	0.295
O	4.009	-4.976	27.655	0.256	-0.026	0.103
O	-8.356	4.412	25.526	-0.275	0.574	0.302
O	0.319	7.083	-1.79	-0.383	-0.171	0.003
O	-3.835	-0.366	-3.766	0.04	-0.31	0.479
O	-2.985	2.218	27.021	0.088	0.151	0.608
O	-5.435	-2.848	-1.377	0.289	0.394	-0.469
O	3.868	-4.881	-2.676	-0.371	-0.172	0.105
O	2.804	-5.389	0.902	0.042	-0.028	-0.43
O	-0.157	0.095	-3.57	0.161	0.224	-0.382
O	0.717	7.857	-4.329	-0.043	0.045	0.348
O	-0.989	-4.362	24.319	0.111	-0.183	0.151
O	-8.911	7.142	-0.529	-0.2	0.236	-0.345
O	-1.718	-1.844	-3.906	-0.419	-0.341	0.102
O	-3.528	-1.792	24.713	-0.19	0.06	0.319
O	4.349	-0.108	-2.535	-0.375	0.212	-0.102
O	-0.795	-0.614	0.143	-0.18	-0.257	-0.533
O	-2.6	5.89	-0.418	-0.029	0.105	0.383
O	2.189	-4.163	-5.051	-0.203	-0.095	0.322
O	0.575	-2.068	-4.993	-0.294	0.122	-0.345
O	-2.528	-0.227	-6.022	0.454	0.229	0.025
O	-1.83	-6.449	-2.59	0.542	-0.345	0.238
O	-9.25	4.574	-4.062	0.293	0.253	0.286
O	-3.564	-6.853	26.882	0.043	-0.037	-0.159
O	4.769	-0.762	-0.033	-0.017	-0.096	-0.236
O	-6.339	6.062	24.563	0.129	-0.091	0.389
O	-8.242	-0.14	23.289	0.302	-0.141	0.538
O	5.421	7.853	24.816	0.066	0.406	0.616
O	-0.803	4.323	-1.485	0.46	0.195	0.185
O	-10.555	3.287	26.624	-0.141	-0.453	0.031
O	-8.911	0.505	-6.149	-0.178	-0.491	-0.132
O	-10.654	-3.915	-1.161	-0.046	-0.003	0.167
O	1.339	1.439	22.144	-0.125	-0.126	0.563
O	-7.201	6.954	-5.361	-0.016	-0.635	-0.083
O	-4.559	1.134	-1.695	-0.398	0.052	0.19
O	2.394	-2.189	27.38	0.014	0.338	-0.009
O	-8.104	-3.114	-1.014	-0.009	0.1	-0.526
O	-8.693	7.457	-3.172	-0.585	-0.022	0.062
O	4.565	-7.268	0.184	0.293	0.182	-0.072
O	-8.393	2.674	-2.566	0.74	0.157	0.088
O	-5.556	-3.191	25.738	0.07	-0.211	-0.059
O	-4.479	7.951	24.944	0.153	0.178	0.275
O	-9.867	1.005	-1.103	0.236	-0.404	-0.068
O	-4.411	0.039	26.729	-0.055	-0.491	0.301
O	-10.129	2.003	-4.384	-0.557	0.131	0.014
O	-6.417	1.54	27.245	0.176	0.349	0.213
O	-5.082	7.012	-3.821	0.165	0.49	0.093
O	-3.178	3.309	-0.758	-0.475	0.278	-0.153
O	-3.42	-7.848	-1.144	-0.335	-0.012	-0.19
O	-6.259	0.475	-3.695	-0.172	0.376	-0.548
O	-1.941	-6.045	0.083	0.15	0.347	0.05
O	0.575	1.195	-1.382	0.413	0.326	-0.088
O	-0.287	2.681	-3.427	0.249	0.062	-0.769
O	-5.974	1.004	24.699	-0.193	-0.433	-0.32
O	-6.782	-0.942	26.322	-0.417	0.131	-0.208
O	-10.777	5.855	26.518	0.478	0.38	0.264
O	3.653	4.214	-1.868	-0.402	-0.223	-0.342
O	-0.087	-7.847	0.414	0	-0.237	-0.261
O	-8.351	5.146	0.994	0.095	-0.008	-0.219
O	-2.065	7.576	25.922	0.015	-0.117	-0.41
O	-9.579	1.291	2.268	-0.157	0.04	-0.119
O	4.022	6.725	-1.134	0.112	-0.302	0.332
O	-3.055	-7.002	-4.954	0.154	-0.627	-0.028
O	-7.955	-4.619	-4.386	0.043	-0.125	0.32
O	-8.225	-3.113	26.187	-0.218	0.521	-0.221
O	1.522	-6.569	-6.138	-0.206	-0.047	-0.178
O	-5.407	-3.976	-4.117	0.06	-0.292	0.559
O	2.728	4.097	24.549	-0.496	-0.573	-0.001
O	-8.189	-5.638	25.658	0.313	-0.066	0.198
O	-7.122	-0.808	-1.637	0.111	0.401	0.309
O	-5.519	-7.38	-5.608	-0.475	0.275	-0.205
O	-6.996	-7.693	24.428	-0.145	-0.109	0.369
O	-0.603	-6.176	-4.816	0.279	0.408	0.225
O	5.071	-2.529	-3.247	0.354	-0.382	-0.246
O	-8.821	-0.126	-3.582	-0.132	0.039	0.568
O	-4.947	4.57	-2.889	-0.179	-0.281	0.372
O	-6.174	-5.223	-0.865	-0.055	-0.008	-0.233
O	3.537	-1.511	25.132	-0.13	0.246	0.304
O	-4.556	6.818	27.958	-0.067	0.121	-0.532
O	-1.971	1.272	-1.867	-0.079	-0.269	-0.255
O	1.721	-0.932	-0.321	0.544	0.203	0.548
O	-3.318	4.836	26.513	0.12	0.202	-0.392
O	-9.814	1.6	22.358	-0.017	-0.028	-0.118
O	-4.769	3.168	25.212	0	0.219	0.492
O	-10.334	-5.711	-3.991	0.008	-0.043	-0.031
O	3.62	-5.856	25.327	-0.213	-0.355	0.341
O	-3.715	-2.468	-5.434	-0.407	-0.045	-0.526
O	-10.339	3.534	-0.835	0.16	0.38	-0.384
O	5.015	4.522	-5.592	-0.125	-0.352	0.372
O	-9.443	-6.761	23.728	-0.169	0.521	-0.213
O	3.504	-6.515	-4.582	-0.055	-0.612	-0.095
O	0.583	-2.198	-2.358	-0.06	-0.217	-0.094
O	-10.751	-0.048	24.231	-0.02	0.197	0.385
O	4.926	5.955	-3.433	0.287	0.402	-0.014
O	4.569	-7.394	-2.41	0.429	-0.235	-0.177
O	1.285	-3.004	25.038	0.038	-0.086	0.24
O	-0.056	5.367	-3.774	-0.04	-0.035	-0.508
O	3.148	-2.736	-1.498	0.192	0.239	-0.254
O	4.013	1.794	-0.715	-0.593	-0.139	0.239
O	-8.693	-5.633	-0.424	-0.448	-0.228	0.246
O	-7.176	-7.514	-1.562	0.34	-0.006	-0.197
O	-4.11	4.363	-5.41	-0.316	-0.244	-0.256
O	-9.1	1.889	24.892	0.189	-0.018	-0.074
O	-0.897	-1.723	24.282	0.193	0.181	-0.005
O	-4.3	-5.009	-6.18	-0.145	0.09	-0.795
O	2.364	6.161	-3.143	-0.056	-0.297	-0.462
O	-3.731	-5.098	-1.485	0.143	0.244	-0.537
O	-4.272	2.245	-4.001	-0.21	-0.146	-0.649
O	2.25	-7.722	-0.953	0.082	0.704	-0.231
O	-2.423	4.178	-3.523	-0.037	-0.01	-0.133
O	-9.248	-4.835	27.952	-0.283	0.171	-0.01
O	-6.77	6.219	-1.886	-0.139	-0.375	0.052
O	-0.322	-7.916	27.81	0.144	0.321	-0.178
O	-8.545	-7.146	-5.18	0.161	0.098	-0.061
O	-7.793	2.727	-5.245	0.393	0.249	0.032
O	-0.51	3.325	22.812	0.166	0.047	0.42
O	5.278	-0.465	-4.942	-0.112	-0.16	-0.584
O	-10.577	-4.305	25.788	0.114	0.318	-0.223
O	-9.824	6.788	-5.364	-0.225	-0.12	-0.264
O	-2.009	0.089	25.763	0.424	0.158	0.054
O	-2.147	6.061	-6.254	0.193	-0.266	0.641
O	3.261	6.498	25.518	-0.519	0.764	0.184
O	-2.486	-6.595	24.563	0.284	-0.466	0.049
O	1.117	-3.528	-0.075	-0.736	-0.231	-0.383
O	-3.692	-4.33	24.222	-0.207	-0.254	-0.108
O	-7.903	2.771	-0.109	0.405	-0.228	-0.184
O	-2.714	-4.553	-4.182	0.084	0.351	0.02
O	-7.187	-2.08	-3.937	-0.072	-0.252	0.198
O	-6.738	-3.151	-6.259	0.091	0.131	-0.032
O	-0.554	4.998	24.818	-0.011	-0.186	0.485
O	3.027	-1.625	-4.54	-0.155	0.22	0.053

Results
total energy: -104280.482 eV
total energy less fixed offsets of O -438.25, Si -107.07 eV per atom: 2.218 eV
